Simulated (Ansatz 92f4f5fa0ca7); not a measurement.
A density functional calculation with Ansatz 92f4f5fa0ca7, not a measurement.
Periodic cell of 226 atoms, Si133O92As1, from a study of silicon, its oxide and their interface. The atomic structure is a simulated model.
Doubt: the cutoff is far below the 930 eV that the study's wrapper takes by default for these files, so forces and energies are approximate.
This geometry differs little from another in the collection (a relaxation step or a small displacement).

Settings
functional: PBE
potential files: Ansatz PAW
basis: plane waves
wave-function cutoff: 580 eV
density cutoff ratio: 5
exchange-correlation grid ratio: 1
k mesh: 1 x 1 x 1, Gamma-centred
self-consistency stop: 5e-08 eV per atom in the density residual
occupations: fixed
spin: none
net charge: +1 e, with a uniform compensating background and no finite-size correction

Cell vectors (angstrom)
a  10.938  0  0
b  0  10.938  0
c  0  0  31.9494

Atoms and the computed forces on them: element, x, y, z (angstrom), force x, y, z (eV/angstrom)
Si  10.6247  0.0026  24.4001  -0.0249  0.0084  0.1109
Si  5.0789  0.1215  24.6541  -0.0073  0.0249  0.0576
Si  2.8207  2.2933  24.5165  0.0344  -0.0095  0.1057
Si  8.5729  2.4403  24.5473  -0.001  -0.0244  0.0671
Si  10.71  5.5865  24.3192  0.0171  0.0383  0.0767
Si  5.1581  5.6183  24.4321  -0.0326  -0.005  0.095
Si  2.9891  7.958  24.3902  0.0019  -0.0306  0.0787
Si  8.4191  7.8293  24.4008  0.0183  0.0058  0.109
Si  1.2891  1.1327  25.8329  0.0044  0.0044  -0.0675
Si  6.8198  1.3312  25.7293  -0.0179  0.0022  -0.0271
Si  3.9856  4.0143  25.7212  0.0016  -0.0032  -0.0327
Si  9.6922  4.0242  25.8437  -0.0234  -0.0159  -0.0438
Si  1.3392  6.7982  25.6584  -0.0241  0.0021  -0.0282
Si  6.8045  6.723  25.7429  -0.0039  -0.0068  -0.0607
Si  4.0025  9.4632  25.9518  -0.0039  0.0244  -0.0507
Si  9.4838  9.4424  25.792  -0.0102  -0.0057  -0.0405
Si  2.6335  -0.1333  27.2757  0.0221  0.0078  -0.0033
Si  8.1394  -0.0659  27.1349  0.0458  0.0182  -0.0126
Si  0.0772  2.6554  27.2027  -0.0016  -0.0134  0.0009
Si  5.4554  2.7257  27.0963  -0.0319  -0.0268  0.0083
Si  2.6643  5.4193  27.0978  0.0264  0.0195  -0.0003
Si  8.1929  5.3693  27.1203  0.009  0.0073  0.0298
Si  0.0099  8.1533  27.1204  0.0182  0.0023  0.0079
Si  5.5133  8.1396  27.1718  0.0027  -0.005  0.0123
Si  4.0851  1.3267  28.4774  0.035  0.0262  -0.0088
Si  9.5462  1.3185  28.5008  -0.0221  -0.0325  -0.0143
Si  1.3819  4.0727  28.5495  0.0456  -0.0142  0.0548
Si  6.8088  4.0619  28.5109  0.0078  -0.011  0.0012
Si  4.0816  6.7806  28.4832  -0.0132  -0.0523  -0.0184
Si  9.5576  6.7814  28.4737  0.0137  -0.0116  -0.0201
Si  1.2951  9.4837  28.6137  -0.0493  -0.0524  0.0643
Si  6.8282  9.5343  28.5467  -0.0053  -0.0069  0.0581
Si  -0.0455  -0.0266  29.9261  0.0327  -0.017  -0.0134
Si  5.4512  -0.0136  29.8762  -0.0141  -0.004  -0.0162
Si  2.7712  2.7144  29.8795  -0.0083  0.0239  -0.0213
Si  8.1885  2.7092  29.8668  -0.0289  0.0117  0.0066
Si  -0.017  5.4422  29.8838  -0.0251  0.0004  -0.0078
Si  5.4637  5.4498  29.8787  -0.0027  -0.0108  0.0069
Si  2.731  8.1403  29.9033  -0.019  0.0601  -0.0112
Si  8.2245  8.1732  29.8727  -0.0045  0.0127  0.0015
Si  1.3594  1.3932  31.2363  -0.0027  0.0037  0.0061
Si  6.8304  1.3488  31.2437  0.0113  -0.0054  0.0131
Si  4.0983  4.0939  31.261  -0.0115  -0.0091  -0.0047
Si  9.5437  4.0872  31.2471  0.0313  0.0042  0.0009
Si  1.3512  6.8113  31.2688  0.0086  -0.031  0.0035
Si  6.8322  6.8408  31.2388  -0.0019  0.0246  0.0012
Si  4.1036  9.5524  31.2472  0.0109  -0.0074  0.0042
Si  9.552  9.5397  31.2865  -0.0267  0.0074  -0.0026
Si  2.6965  -0.0207  0.6352  -0.0231  -0.0207  -0.0157
Si  8.204  0.0124  0.672  0.0159  0.0138  0.0103
Si  0.0019  2.755  0.6755  -0.0186  -0.0102  0.012
Si  5.5212  2.7842  0.6613  0.0196  0.0206  -0.0161
Si  2.7371  5.4669  0.6766  0.0112  0.0224  0.0118
Si  8.207  5.4943  0.6628  -0.0042  -0.0097  -0.0079
Si  0.0131  8.2069  0.7039  -0.0002  0.0126  -0.0078
Si  5.4821  8.2187  0.6835  -0.0187  -0.007  0.0111
As  4.099  1.388  2.0712  0.007  -0.0069  -0.0008
Si  9.6004  1.3627  2.0348  -0.0341  0.0066  0.026
Si  1.3475  4.1517  2.0472  0.0119  -0.0131  -0.0183
Si  6.8499  4.1664  2.0625  0.0174  -0.0407  0.0373
Si  4.0935  6.8557  2.0344  0.0087  -0.0099  0.0216
Si  9.5778  6.8439  2.069  -0.014  -0.0081  -0.0054
Si  1.362  9.6104  2.0774  0.0329  -0.0001  0.0297
Si  6.8414  9.6203  2.0416  0.0233  -0.0114  -0.0005
Si  0.0204  0.0418  3.4764  -0.0199  0.0313  0.0209
Si  5.5203  0.009  3.5055  0.0325  -0.0032  0.0097
Si  2.679  2.8142  3.4543  -0.0314  0.0273  0.0267
Si  8.2618  2.7876  3.3513  0.0654  0.0168  -0.0928
Si  0.0246  5.5211  3.4827  0.0428  0.0078  0.0388
Si  5.4757  5.5402  3.4307  -0.0367  0.0482  0.0028
Si  2.7414  8.2393  3.4034  0.006  -0.0205  -0.045
Si  8.2435  8.2842  3.3961  -0.0001  0.0888  -0.0197
Si  1.3661  1.4455  4.869  -0.0083  -0.0277  -0.0452
Si  6.9204  1.5012  4.7474  -0.0516  -0.0001  0.0253
Si  4.0777  4.1703  4.7768  0.0334  -0.0093  -0.0224
Si  9.6058  4.0863  4.7926  -0.0528  -0.0064  -0.0011
Si  1.3684  6.9774  4.8498  -0.0349  0.0258  -0.0027
Si  6.8416  6.9999  4.7409  -0.0162  -0.0764  0.0053
Si  4.0828  9.5677  4.809  -0.0328  0.0186  0.0142
Si  9.6179  9.5827  4.8501  0.0337  -0.0231  -0.0163
Si  2.7522  0.0338  6.1537  0.0672  0.0212  0.0667
Si  8.2925  0.1232  6.0986  0.0039  -0.0092  0.0368
Si  0.0131  2.8062  6.3198  0.0113  0.0224  0.0426
Si  5.5135  2.8467  6.0927  -0.0248  -0.0457  0.0558
Si  2.7507  5.5974  6.1467  -0.0032  0.0018  0.0381
Si  8.2556  5.6034  5.9641  0.0018  0.0062  0.0467
Si  0.0467  8.3093  6.3804  0.0008  0.0068  0.0438
Si  5.5036  8.305  6.2336  0.0103  0.0169  0.0527
Si  4.4193  1.1831  7.3518  0.0146  -0.012  -0.1816
Si  9.8067  1.1567  7.6387  0.0348  -0.0354  -0.0984
Si  1.1792  4.5084  7.5235  -0.0246  0.0143  -0.0994
Si  6.6466  4.5544  7.268  -0.0063  0.0151  -0.1342
Si  4.3214  6.711  7.5575  0.0113  -0.0069  -0.114
Si  9.7271  6.6178  7.5192  0.0209  0.0084  -0.1313
Si  1.276  9.9418  7.7266  -0.042  -0.007  -0.196
Si  6.7241  9.9692  7.4284  -0.0446  0.0326  -0.0907
O  9.5794  1.2368  23.9697  0.0173  0.0155  0.0003
O  4.0992  6.8016  23.9346  0.0154  0.02  0.0024
O  4.012  1.2362  24.03  -0.0039  0.0009  -0.0025
O  9.537  6.6977  23.8892  -0.0114  0.0031  0.0044
O  -0.0203  5.5568  8.0212  0  -0.0283  0.0159
O  5.5725  0.1304  7.917  0.0129  -0.013  0.0246
O  0.0696  0.0958  8.1463  -0.0205  0.0192  0.0309
O  5.5403  5.6288  7.8867  -0.0033  -0.0116  0.0229
O  7.6122  3.9594  8.4334  0.0462  -0.0426  0.074
O  8.721  7.0519  8.764  -0.0544  0.0512  0.075
O  2.1832  9.4649  9.0424  0.0832  -0.0566  0.1102
O  8.8911  1.6792  8.9277  -0.0591  0.059  0.0619
O  7.6351  9.4812  8.7069  0.0371  -0.0466  0.0561
O  3.588  1.8171  8.6037  -0.0396  0.0695  0.0787
O  3.5716  7.2283  8.9446  -0.0304  0.0469  0.0674
O  2.0712  4.0156  8.8189  0.0666  -0.0386  0.066
O  8.1418  3.5006  23.3596  -0.0408  0.0406  -0.043
O  0.4557  4.9351  22.9475  0.0364  -0.0662  -0.0561
O  1.8993  2.7434  23.2395  -0.0549  0.0326  -0.0664
O  5.8322  4.912  23.1097  0.0572  -0.0498  -0.0581
O  5.5261  9.979  23.506  0.0335  -0.034  -0.0325
O  2.4484  8.7022  23.0198  -0.0475  0.0455  -0.0662
O  0.1892  10.0639  23.0826  0.0528  -0.0441  -0.0734
O  7.789  8.5732  23.0689  -0.0588  0.0507  -0.0647
Si  8.6603  7.6982  18.4384  -0.0006  -0.0008  -0.0244
Si  8.7876  6.3614  13.6364  -0.0022  0.0027  0.0351
Si  3.7949  1.5415  14.7482  -0.0022  -0.0017  0.0179
Si  2.1399  5.7526  17.6269  -0.0081  -0.0043  -0.0144
Si  2.4182  3.1451  19.4817  -0.0128  0.0048  -0.0234
Si  9.8181  9.0352  12.0898  0.0009  -0.0007  0.0291
Si  1.3327  9.4236  22.0645  0.008  -0.0016  0.0431
Si  9.1736  0.9669  13.201  0.0026  0.0026  0.037
Si  1.4241  5.0575  13.0367  0.0046  0.0025  0.043
Si  1.7952  8.2573  12.831  0.0045  0.0015  0.0267
Si  6.6484  9.55  22.4168  0.018  -0.0199  0.0219
Si  4.5291  4.6036  15.7145  0.0036  0.008  0.009
Si  8.2145  3.0247  9.6022  0.0065  -0.0241  -0.0345
Si  0.8421  8.247  19.2571  0.0006  0.0126  -0.0176
Si  6.9497  1.3488  21.0879  0.0073  -0.0025  -0.0316
Si  8.2337  8.321  9.6912  0.0117  -0.0151  -0.0459
Si  10.8897  5.2096  15.6129  0  0.002  0.0055
Si  7.5709  9.504  16.322  -0.0017  -0.008  0.0009
Si  9.9302  2.058  20.2935  -0.0016  -0.0005  -0.0266
Si  3.2192  8.516  9.9336  -0.0314  0.0069  -0.0613
Si  6.6986  3.3432  17.4047  0.0011  0.0043  -0.0081
Si  1.1665  0.2135  19.7965  0.0033  -0.0084  -0.0309
Si  3.2349  2.8178  12.3155  -0.0041  -0.0055  0.0338
Si  7.2215  5.3911  19.6751  0.0021  -0.0097  -0.0219
Si  5.7499  8.6756  11.5583  0.0021  -0.004  0.027
Si  5.7864  6.0758  13.2086  0.0026  0.0028  0.0331
Si  4.634  9.7038  17.6265  -0.002  -0.007  -0.0107
Si  1.0231  3.5978  22.1602  -0.0001  0.0313  0.0466
Si  4.8982  1.4835  18.7958  0.0042  -0.0025  -0.0215
Si  3.1975  3.0842  9.538  -0.0362  -0.0133  -0.0479
Si  6.4526  10.8275  13.7997  -0.0001  -0.0031  0.0244
Si  10.3506  0.1196  15.9758  0.0035  0.0069  -0.0018
Si  5.6632  3.6597  11.1664  0.0054  -0.0078  0.0386
Si  9.8488  3.9019  11.9156  -0.0086  -0.0041  0.0318
Si  2.3433  9.9254  15.5553  -0.0011  -0.007  0.003
Si  6.0758  8.1148  19.7956  -0.0024  0.0084  -0.024
Si  6.9378  3.9728  22.3628  -0.0085  0.0199  0.0249
Si  9.7554  2.7799  17.3638  0.002  0.0024  -0.0041
O  7.1973  6.3813  13.977  0.002  -0.0004  -0.016
O  1.8846  7.0621  18.677  0.0063  -0.0138  0.0139
O  10.2883  4.0456  16.5336  -0.0024  -0.001  0.0021
O  6.1657  9.9593  17.0559  0.0093  -0.0035  -0.0007
O  10.1475  0.7013  14.4696  0.0042  -0.0047  -0.0061
O  8.448  6.1144  18.8496  0.004  0.0061  0.0179
O  5.1728  0.692  14.4409  -0.0021  0.0024  -0.0109
O  5.7198  2.0507  17.5158  0.0049  0.0039  0.0041
O  8.3473  1.9414  20.5564  0.0123  0.0021  0.0244
O  1.989  4.3011  18.3983  0.0047  0.0162  0.0067
O  6.967  2.8058  10.6465  -0.0306  0.0067  -0.0043
O  4.8705  2.7081  12.2233  -0.0073  -0.003  -0.0192
O  6.0329  4.3936  16.3471  -0.0015  0.0011  -0.0033
O  4.5713  3.9136  9.9356  0.0205  0.0071  -0.0049
O  10.6879  2.7761  21.5544  -0.0195  -0.023  -0.0008
O  9.7256  6.166  14.9691  0.0059  -0.0029  -0.0044
O  6.0082  6.4792  19.8332  0.0013  0.0001  0.0241
O  4.0814  0.1692  18.2823  0.0012  -0.0037  0.0144
O  9.2568  10.5557  12.2733  -0.0003  0.012  -0.022
O  2.8573  4.3615  12.717  -0.0055  0.0078  -0.0268
O  1.9113  10.7095  21.2082  -0.0008  0.0204  -0.0052
O  3.9952  2.7244  19.3745  0.0068  -0.005  0.0224
O  0.7292  10.0427  15.9659  0.0007  0.0003  -0.0021
O  1.2772  9.8054  18.8349  0.0004  -0.0025  0.0104
O  1.7108  1.6677  19.2667  0.0038  0.0011  0.0215
O  8.9402  10.3973  16.505  -0.0012  -0.0029  0.0028
O  4.8728  8.5787  18.7924  -0.0058  0.0057  0.0069
O  9.5852  8.7537  10.4908  0.0186  0.0095  0.0092
O  6.7533  4.0784  18.8554  -0.0018  -0.0115  0.0057
O  2.8418  1.7191  13.4184  0.0021  -0.0042  -0.0111
O  5.8258  8.7621  21.2642  -0.0126  -0.0222  -0.0166
O  2.5407  2.4525  10.8882  -0.002  -0.0044  0.0231
O  7.6212  4.8496  21.1672  0.0093  0.0222  -0.0179
O  5.2106  7.4816  12.5586  0.0006  -0.01  -0.0153
O  0.4348  9.0714  12.5088  0.0038  -0.0012  -0.0232
O  7.5815  1.0648  13.5761  -0.0019  -0.0026  -0.0196
O  7.1135  9.6412  14.7481  0.0019  -0.0011  -0.0042
O  8.9787  5.0332  12.6987  -0.0017  0.0112  -0.0154
O  8.0958  8.04  16.9108  -0.0053  0.0091  -0.0025
O  6.2151  2.5728  21.9041  -0.0012  -0.0229  0.0139
O  2.4621  9.071  14.1168  0.0021  0.0072  -0.0054
O  0.4304  4.4942  11.868  0.0082  0.0035  -0.0248
O  0.817  8.3171  20.9328  -0.0088  -0.0201  -0.0158
O  9.3976  3.8324  10.3532  0.0239  0.0168  0.0045
O  9.6592  2.3878  12.534  0.0003  -0.0104  -0.0215
O  7.6199  8.5588  19.393  0.0117  -0.0028  0.0206
O  2.5524  8.1743  11.376  -0.0264  -0.0072  0.0378
O  3.9766  3.0628  15.3821  0.0005  -0.0001  -0.0068
O  0.831  4.4884  14.4427  -0.0035  -0.003  -0.009
O  10.0475  2.9996  18.9578  -0.0008  0.0061  -0.0029
O  9.143  7.8071  12.9456  -0.0011  -0.0095  -0.0163
O  10.5136  0.5384  20.0748  0.0041  -0.0037  0.0242
O  6.0306  5.0468  11.9374  -0.0003  0.0157  -0.0167
O  8.1567  2.7411  17.007  -0.0004  0.0001  0.0042
O  3.5393  5.4851  16.7318  0.0027  -0.0014  0.0037
O  4.6732  9.1312  10.3866  0.024  0.0023  -0.0076
O  1.5366  6.6781  13.1898  -0.0037  -0.0059  -0.0245
O  4.7609  5.493  14.3476  -0.0017  -0.0056  -0.0094
O  2.0514  3.8548  20.9167  0.0237  -0.0081  -0.0194
O  10.5561  1.4171  16.9471  0.0012  -0.005  0.0032
O  0.9526  6.0787  16.5511  -0.0006  -0.0008  0.0024
O  7.33  10.9492  21.9363  0.0015  0.0254  0.0126
O  5.9325  0.9137  19.914  -0.0231  -0.0037  0.0036
O  6.0644  10.035  12.4124  0.0064  0.0183  -0.0109
O  2.8483  0.5472  15.6147  -0.0005  0.0018  -0.0021
O  7.0555  8.0235  10.7836  -0.0331  0.0002  0.0023
O  10.2455  8.0182  18.6874  -0.0074  -0.0045  0.0176
O  3.4446  9.195  16.5827  0.0007  0.0024  -0.0024

Results
free energy: -141734.086 eV
free energy less fixed offsets of As -4856.12, O -568.88, Si -635.61 eV per atom: -4.876 eV

The program warned: the cutoff lies below the one the program advises for these potential files; the forces do not sum to zero within the program's tolerance; the exchange-correlation potential is rough where the density is thin.
